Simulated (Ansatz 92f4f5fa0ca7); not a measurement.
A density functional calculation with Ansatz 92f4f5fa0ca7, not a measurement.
Periodic cell of 237 atoms, Si145O90As2, from a study of silicon, its oxide and their interface. The atomic structure is a simulated model.
Doubt: the cutoff is far below the 930 eV that the study's wrapper takes by default for these files, so forces and energies are approximate.
This geometry differs little from another in the collection (a relaxation step or a small displacement).

Settings
functional: PBE
potential files: Ansatz PAW
basis: plane waves
wave-function cutoff: 580 eV
density cutoff ratio: 5
exchange-correlation grid ratio: 1
k mesh: 1 x 1 x 1, Gamma-centred
self-consistency stop: 5e-08 eV per atom in the density residual
occupations: fixed
spin: none
net charge: 0

Cell vectors (angstrom)
a	11.6015	0	0
b	0	10.938	0
c	0	0	32.0622

Atoms: element, x, y, z (angstrom)
Si	-0.2191	-0.0477	23.2876
Si	3.6628	0.2001	23.1152
Si	7.538	-0.1176	23.4589
Si	1.6771	1.377	23.4095
Si	5.7193	1.4179	23.1997
Si	9.4284	1.2485	23.3828
Si	0.1308	5.3123	23.4725
Si	4.099	5.3179	23.4117
Si	8.0048	5.6346	23.5306
Si	2.1251	6.5853	23.3479
Si	5.9338	6.7968	23.5013
Si	9.9913	6.8804	23.5862
Si	1.8905	2.6712	25.3751
Si	5.8189	2.6731	25.2593
Si	9.6104	2.7097	25.2738
Si	11.5853	4.013	25.4005
Si	3.8766	3.984	25.33
Si	7.7245	4.1198	25.3402
Si	1.9608	8.1552	25.1788
Si	5.7682	8.1811	25.3906
Si	9.7001	8.2709	25.4257
Si	11.6292	9.5667	25.2639
Si	3.8564	9.5915	25.079
Si	7.6827	9.5329	25.4161
Si	11.6392	-0.0039	27.207
Si	3.8908	-0.0487	27.1218
Si	7.7496	-0.0046	27.2914
Si	1.9754	1.3176	27.2719
Si	5.8172	1.3303	27.2065
Si	9.6851	1.342	27.2118
Si	11.5859	5.4786	27.2466
Si	3.8356	5.4294	27.2224
Si	7.7025	5.4707	27.2717
Si	1.9295	6.8355	27.175
Si	5.7499	6.8038	27.288
Si	9.6463	6.8218	27.2809
Si	1.9409	2.7213	29.1724
Si	5.7872	2.7158	29.1436
Si	9.6768	2.7286	29.1482
Si	0.0099	4.0977	29.167
Si	3.8593	4.0899	29.1693
Si	7.7259	4.0792	29.1756
Si	1.9394	8.192	29.1351
Si	5.7818	8.2009	29.1834
Si	9.6683	8.2088	29.1869
Si	0.0054	9.5652	29.1497
Si	3.8658	9.5784	29.1219
Si	7.7267	9.5488	29.1926
Si	0	0	31.0965
Si	3.8672	0	31.0965
Si	7.7343	0	31.0965
Si	1.9336	1.3673	31.0965
Si	5.8008	1.3673	31.0965
Si	9.6679	1.3673	31.0965
Si	0	5.469	31.0965
Si	3.8672	5.469	31.0965
Si	7.7343	5.469	31.0965
Si	1.9336	6.8362	31.0965
Si	5.8008	6.8362	31.0965
Si	9.6679	6.8362	31.0965
Si	1.9336	2.7345	0.9679
Si	5.8008	2.7345	0.9679
Si	9.6679	2.7345	0.9679
Si	0	4.1018	0.9679
Si	3.8672	4.1018	0.9679
Si	7.7343	4.1018	0.9679
Si	1.9336	8.2035	0.9679
Si	5.8008	8.2035	0.9679
Si	9.6679	8.2035	0.9679
Si	0	9.5708	0.9679
Si	3.8672	9.5708	0.9679
Si	7.7343	9.5708	0.9679
Si	11.6245	0.0215	2.9073
Si	3.817	0.0793	2.8159
Si	7.7622	0.0061	2.9102
Si	1.9014	1.4558	2.9427
Si	5.8199	1.3364	2.8419
Si	9.6722	1.3792	2.9267
Si	11.5854	5.4525	2.9204
Si	3.8589	5.4424	2.9341
Si	7.7704	5.5101	2.8894
Si	1.9213	6.8008	2.8716
Si	5.8177	6.8022	2.8807
Si	9.6974	6.8888	2.959
Si	1.8412	2.4977	5.0705
Si	5.7797	2.8856	4.6121
Si	9.5989	2.7996	4.8407
Si	11.6094	4.0408	4.8247
Si	3.7289	4.0026	4.8416
Si	7.725	4.2348	4.88
Si	1.9275	8.1485	4.8061
Si	5.8225	8.2249	4.758
Si	9.716	8.2923	4.9334
Si	11.6824	9.6582	4.8947
Si	3.8565	9.4928	4.5726
Si	7.757	9.6179	4.8806
Si	11.6839	0.1409	6.8583
As	4.1405	-0.4778	6.679
Si	7.8421	-0.0079	6.9107
Si	2.3022	0.7401	7.6068
As	5.8359	1.2844	6.3902
Si	9.7767	1.5598	6.8501
Si	11.5232	5.4738	6.7164
Si	3.9643	5.3919	6.7648
Si	7.695	5.6654	6.8421
Si	1.9732	6.6424	6.6732
Si	5.7626	6.9847	6.7638
Si	9.712	6.9862	6.9405
O	9.8203	7.8473	8.3992
O	7.4172	10.0599	8.2685
O	7.4261	4.7094	8.1855
O	2.4671	10.8657	9.0706
O	2.0571	7.5676	8.0451
O	4.0902	4.5308	8.2127
O	9.8045	2.4913	8.2296
O	2.8012	2.2623	8.0458
O	11.4319	4.6076	8.1373
O	5.534	2.3007	7.8285
O	5.764	7.9326	8.1446
O	10.8774	10.2202	8.0545
O	11.1999	10.1243	21.803
O	3.2395	10.6916	21.54
O	5.6888	7.8509	22.2275
O	4.2171	4.4716	21.9664
O	7.6625	9.7004	22.2012
O	10.3433	7.6702	22.1669
O	1.6127	2.3896	22.0932
O	5.9297	2.449	21.8885
O	8.408	4.7052	22.2103
O	-0.1126	4.4175	22.0719
O	2.2827	7.3269	21.8783
O	9.1368	1.8941	21.8789
Si	1.8211	7.8185	9.6134
Si	5.0102	0.6455	17.7039
Si	2.4026	5.4825	14.095
Si	10.4684	3.902	13.9964
Si	8.216	2.4305	15.2997
Si	9.5451	2.2399	20.3471
Si	10.5389	3.6707	9.1166
Si	0.0734	2.2883	11.5974
Si	10.88	8.0871	15.4926
Si	5.1259	6.9766	14.0625
Si	5.7356	2.6792	11.1897
Si	8.545	7.6467	19.4168
Si	8.1005	4.8346	20.6203
Si	5.8742	9.6351	15.224
Si	2.0708	7.6698	20.3064
Si	1.857	4.9084	18.7808
Si	4.4528	3.4913	18.0507
Si	8.4154	8.9529	16.8672
Si	0.7184	9.4955	13.4389
Si	9.8694	10.6297	11.7885
Si	5.3296	3.7184	21.0297
Si	0.4527	5.4912	16.2972
Si	10.5979	9.0842	9.1742
Si	6.5353	8.9067	21.3202
Si	7.0141	7.2421	11.4861
Si	2.6184	0.7544	12.561
Si	10.8597	8.7174	21.0343
Si	6.0214	4.4352	15.7331
Si	7.0327	0.5446	13.035
Si	4.1987	2.9342	8.5567
Si	0.8231	6.8592	11.9535
Si	6.2841	9.1597	9.0926
Si	0.6506	3.2944	21.1514
Si	9.6875	6.5976	12.9129
Si	7.7379	4.6277	9.7852
Si	3.9845	10.0781	20.2102
Si	4.17	3.1159	13.6577
Si	3.5528	10.1478	10.0603
Si	8.0233	0.8196	18.0547
O	11.4475	3.2625	12.8737
O	9.3647	4.4917	9.9234
O	8.7795	3.585	19.8572
O	4.0169	-0.0197	18.8185
O	11.2232	4.5387	15.2856
O	9.7501	9.7285	10.4184
O	3.6826	1.5753	13.482
O	0.565	8.9171	14.9511
O	6.4456	1.0835	18.383
O	4.6896	3.1857	19.6388
O	6.2275	1.2401	11.7908
O	0.4351	8.6565	9.7878
O	5.6233	4.3931	17.3248
O	8.3723	7.3407	12.3584
O	4.4806	2.6075	10.1316
O	1.9396	5.7012	15.6385
O	3.5043	-0.1153	11.5246
O	5.8213	7.1807	12.5958
O	2.1821	6.4112	19.2958
O	0.5653	4.8477	17.7854
O	8.389	10.8045	12.4382
O	5.0964	10.2006	9.5214
O	0.5849	8.3089	20.186
O	9.6521	2.6404	14.5973
O	1.7619	10.7252	13.5448
O	9.8819	9.1386	16.2046
O	6.1079	10.3678	13.782
O	7.3175	1.6385	14.2059
O	1.6278	3.9841	20.0776
O	5.9235	5.9074	15.0286
O	7.2876	8.9703	15.7072
O	1.5782	1.6851	11.722
O	6.8653	8.5267	10.4845
O	4.2857	2.0472	17.2939
O	7.0313	3.3267	10.4539
O	11.3487	6.9389	16.5354
O	8.1494	10.1639	17.8833
O	3.1338	8.5817	10.1794
O	7.55	3.8885	15.6027
O	3.0931	4.3456	17.9078
O	2.7895	3.9504	13.7593
O	1.3116	8.3358	12.4621
O	1.1434	5.7976	13.1255
O	4.9085	8.3693	14.8879
O	11.1664	2.4031	20.3176
O	10.8473	9.9317	12.8877
O	5.146	3.5808	12.4219
O	5.0163	3.3767	15.008
O	6.4688	4.7994	20.5439
O	8.426	1.5963	16.6799
O	10.5084	1.1546	11.466
O	10.8139	6.7757	11.7415
O	3.2555	8.6786	19.8394
O	1.6072	6.4978	10.5626
O	7.1378	8.11	20.0621
O	8.3928	7.6013	17.7892
O	3.6367	6.4461	13.7319
O	9.4893	5.014	13.2825
O	5.5327	10.0031	20.6946
O	10.1105	7.3666	14.2655
O	8.7967	6.1341	19.9465
O	7.1134	5.9158	10.5479
O	5.2453	10.6103	16.3923
O	9.0419	1.1314	19.2785
O	11.6085	3.1073	10.1952
O	9.6975	8.7068	19.8885

Results
free energy: -153071.903 eV
free energy less fixed offsets of As -4856.12, O -568.88, Si -635.61 eV per atom: 2.987 eV

Forces (eV/angstrom), in the order of the atoms: element, x, y, z
Si	0.0009	-0.0015	-0.0018
Si	-0.0001	-0.0001	0
Si	0.0012	0.0002	-0.001
Si	0.0001	-0.0005	-0.0004
Si	-0.0002	-0.0004	-0.0011
Si	-0.0008	-0.0008	0
Si	-0.001	0.0002	-0.0025
Si	-0.0004	0.0004	-0.0008
Si	0.0002	-0.0009	-0.0016
Si	0.0004	0.0007	-0.0019
Si	0.0002	0.0015	-0.0029
Si	0.0032	0.0021	-0.0052
Si	0.0001	-0.0004	-0.0001
Si	0.0001	-0.0004	-0.0001
Si	0.0006	-0.0004	0
Si	0.0001	0.0003	0.0005
Si	0	0.0001	0.0004
Si	0.0005	-0.0001	0.0004
Si	-0.0008	0.0002	0.0001
Si	-0.0004	-0.0005	-0.0001
Si	-0.0008	-0.0005	0
Si	-0.0004	0.0009	-0.0005
Si	-0.0003	0.0001	-0.0001
Si	-0.0001	0.0002	-0.0004
Si	0.0001	-0.0004	0.0002
Si	-0.0001	0.0003	-0.0005
Si	0	-0.0002	0.0002
Si	0.0002	0.0006	0.0001
Si	0.0002	-0.0006	-0.0001
Si	0.0003	-0.0001	-0.0003
Si	0.0002	-0.0002	0.0003
Si	0.0001	-0.0001	0.0001
Si	0.0003	-0.0004	-0.0001
Si	-0.0001	-0.0003	-0.0001
Si	-0.0001	-0.0006	0.0004
Si	-0.0001	0.0002	0.0006
Si	-0.0007	-0.0008	-0.0004
Si	0.0002	0.0001	0.0004
Si	-0.0002	-0.0001	0.0009
Si	0.0002	0	0
Si	0.0004	0.0001	0.0003
Si	0.0005	-0.0002	-0.0006
Si	0.0003	-0.0004	0.0005
Si	0.0008	-0.0001	-0.0012
Si	0.0004	-0.0006	-0.0011
Si	0.0002	0.0007	0.0011
Si	-0.0005	-0.0001	0.0021
Si	-0.0002	-0.0001	-0.0006
Si	0.0521	0.0179	-0.0811
Si	-0.0403	-0.0475	-0.2734
Si	-0.0353	0.0939	0.1156
Si	-0.0183	-0.0483	0.1036
Si	-0.0039	-0.0352	-0.1096
Si	0.0222	-0.0826	-0.0501
Si	-0.0063	0.0141	0.0606
Si	0.0427	0.0399	0.0246
Si	-0.008	-0.0042	0.0257
Si	0.0161	-0.0007	-0.1476
Si	-0.0477	-0.0581	0.1046
Si	0.0319	-0.1462	0.1318
Si	-0.0578	0.0411	-0.0135
Si	0.0249	0.1345	-0.2819
Si	0.0142	0.0046	0.0692
Si	-0.0343	0.0613	0.0059
Si	-0.0509	-0.0149	0.1015
Si	0.1313	0.0208	0.1116
Si	-0.0145	0.0152	-0.027
Si	-0.0206	-0.0178	0.0586
Si	0.028	0.0593	0.1967
Si	-0.0711	0.0522	0.091
Si	-0.0177	-0.0184	-0.3035
Si	0.0443	-0.0491	0.1052
Si	-0.0011	-0.0026	-0.0026
Si	-0.0035	-0.0094	0.0059
Si	0.0035	-0.0005	-0.0009
Si	0.0011	-0.0032	-0.0093
Si	0.0001	0.0028	-0.0005
Si	-0.0031	-0.0007	0.0002
Si	-0.0035	0.0007	-0.0037
Si	0.0013	0.0036	-0.0002
Si	0.002	-0.0005	-0.0014
Si	-0.0004	0.0008	0.0028
Si	-0.003	0.0028	0.0042
Si	-0.0003	-0.0033	0.0008
Si	0.0027	0.04	-0.0391
Si	-0.0056	-0.0039	-0.0053
Si	0.0006	0.0006	-0.0026
Si	-0.0012	0.0056	0.0003
Si	0.0027	0.0041	-0.0113
Si	0.0037	-0.0002	0.0029
Si	-0.0035	-0.0029	-0.0027
Si	-0.0096	0.0041	-0.0001
Si	-0.003	-0.0004	-0.002
Si	-0.0068	0.0003	0.0054
Si	0.0052	0.0031	0.0072
Si	-0.0009	-0.0001	0.003
Si	0.0295	0.0289	-0.0352
As	0.0199	0.0248	-0.0313
Si	-0.0114	0.0009	-0.0089
Si	-0.0795	-0.0553	0.0573
As	0.0105	-0.0158	0.0181
Si	-0.0061	0.0018	0.0021
Si	0.002	-0.0022	0.0011
Si	0.0078	0.0038	0.0086
Si	0.0037	-0.0014	-0.0028
Si	-0.0094	0.0031	-0.0011
Si	-0.0007	-0.0011	-0.0024
Si	-0.0015	0.0059	-0.0041
O	-0.0005	-0.0065	-0.0012
O	0.004	-0.0014	0.0062
O	-0.0009	0	0.0034
O	0.0007	-0.0281	0.0241
O	0.005	-0.0002	-0.0059
O	-0.0032	0.0061	0.0012
O	0.0012	-0.0021	-0.0001
O	0.0091	0.0364	-0.0111
O	-0.0008	0.0016	0.0013
O	0.003	-0.0055	-0.0014
O	-0.0023	0.0033	0.0039
O	0.0061	0.0042	0.0167
O	-0.0005	-0.002	-0.0003
O	0.0004	0.0001	-0.0002
O	0.0053	0.0022	-0.0042
O	0.0004	0.0006	-0.0005
O	-0.0009	0.0006	-0.0005
O	0.0007	0.0027	-0.0018
O	-0.0018	0.0023	-0.0028
O	0	-0.001	-0.001
O	-0.0003	0.0012	-0.0001
O	0.0038	-0.0019	-0.002
O	-0.0011	0.0025	-0.0077
O	0.0002	0.0002	-0.0006
Si	-0.0038	-0.009	0.0064
Si	0.0001	0.0006	0.0048
Si	-0.0016	-0.0008	0.0021
Si	-0.0004	0.0004	0.0028
Si	0.0017	-0.0012	0.0051
Si	-0.0009	-0.0009	0.0041
Si	0.0011	-0.0054	-0.0035
Si	0.0011	0.0001	-0.004
Si	0.0003	-0.0006	0.005
Si	-0.0017	-0.0003	0.0024
Si	-0.0019	-0.0004	-0.0027
Si	-0.0036	-0.001	0.0052
Si	0.0004	0.0018	0.0035
Si	-0.0007	-0.0006	0.003
Si	-0.0007	0.0029	0.0044
Si	0.0009	-0.0001	0.0089
Si	-0.0005	-0.0003	0.0039
Si	0.0002	0.0025	0.0043
Si	-0.0035	-0.0003	0.0007
Si	0.0011	-0.0025	-0.0044
Si	0.0001	-0.0003	0.0002
Si	0.0008	0.0019	0.0025
Si	-0.0067	-0.0051	0.0118
Si	-0.0019	-0.004	-0.0021
Si	0.0014	-0.0028	0.0011
Si	-0.0021	0.0054	0.0043
Si	0.0033	-0.0043	0.0038
Si	-0.0003	0.0007	0.0032
Si	-0.0006	-0.0011	0.0009
Si	0.0034	0.0061	-0.0013
Si	-0.0007	-0.0016	0.0005
Si	0.0075	-0.0073	0.0011
Si	0.005	0.0045	-0.0007
Si	-0.001	-0.0005	-0.001
Si	0.0006	0.0011	-0.0022
Si	0.0008	-0.0001	0.0022
Si	0.0011	-0.0005	0.0002
Si	0	-0.0007	-0.0078
Si	-0.0013	-0.0043	0.0012
O	0.0021	-0.0015	-0.001
O	-0.0017	0.0002	0.0015
O	0.0005	-0.0003	-0.002
O	0.0002	-0.0003	-0.0016
O	0.0005	-0.0004	-0.0014
O	0.0025	0.0001	0.0026
O	0.0023	-0.0026	-0.0016
O	0	-0.0005	0.002
O	0.0042	-0.0025	-0.0039
O	0.0011	0.0012	0.0016
O	-0.0009	-0.0022	0.002
O	0.0144	-0.0023	0.0105
O	0.0002	0.0005	-0.0027
O	-0.002	-0.0003	0.0005
O	-0.004	-0.0031	0.0019
O	-0.0008	0.0001	-0.0028
O	0.0086	-0.0079	-0.0057
O	0.0011	0.0011	-0.0022
O	0.0001	0.0027	0.0007
O	-0.0009	-0.0004	-0.0011
O	-0.0033	0	0.0014
O	0.0207	-0.0017	0.0039
O	0.004	-0.0047	0.0053
O	-0.0036	-0.0017	0.0017
O	0.0005	0.0007	0.0013
O	-0.003	-0.0004	-0.0017
O	0.0002	0.0008	-0.0019
O	0.0009	0.0007	0.0002
O	-0.0061	-0.0015	0.0006
O	0.0004	-0.0012	-0.0005
O	0.0008	0.0001	-0.0001
O	-0.0052	0.0044	-0.0062
O	0.0032	-0.0023	-0.002
O	0.001	-0.0012	-0.0017
O	-0.0001	-0.0022	-0.0021
O	0.0005	-0.001	-0.0025
O	0.0008	0.0073	-0.0054
O	0.0003	-0.015	0.004
O	0.0022	-0.0025	-0.003
O	-0.0005	0	-0.0015
O	-0.0029	0.0032	0.0007
O	0.0025	-0.0029	-0.004
O	0.0002	-0.0008	-0.0005
O	0.0001	0.0005	-0.002
O	0.0011	0.0009	-0.0012
O	-0.0005	-0.0017	-0.0004
O	-0.0013	0.001	0.0011
O	0.0014	-0.001	-0.0017
O	-0.0004	-0.0023	-0.0022
O	-0.0033	0.0001	-0.0014
O	0	0.0036	0.0007
O	-0.0001	0.0007	-0.0021
O	-0.0091	-0.0073	0.001
O	0.0008	0.0001	-0.0018
O	0.0001	0.0036	0.0048
O	0.0004	-0.0009	0.0003
O	0.0003	-0.0004	-0.0009
O	-0.0006	-0.0033	-0.0007
O	0.0034	-0.0065	0.0006
O	0.0035	0.0017	0.0017
O	-0.0014	0.0011	-0.003
O	-0.0008	-0.0022	0.0023
O	-0.0001	0.0001	-0.0021
O	-0.0008	-0.0003	-0.0024
O	-0.0011	0.0017	0.0018
O	0.0041	-0.0001	0.0007

The program warned: the cutoff lies below the one the program advises for these potential files; the forces do not sum to zero within the program's tolerance; the exchange-correlation potential is rough where the density is thin.
